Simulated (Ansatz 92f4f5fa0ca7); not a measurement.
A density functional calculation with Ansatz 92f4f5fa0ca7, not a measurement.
Periodic cell of 237 atoms, Si147O90, from a study of silicon, its oxide and their interface. The atomic structure is a simulated model.
Doubt: the cutoff is far below the 930 eV that the study's wrapper takes by default for these files, so forces and energies are approximate.

Settings
functional: PBE
potential files: Ansatz PAW
basis: plane waves
wave-function cutoff: 580 eV
density cutoff ratio: 5
exchange-correlation grid ratio: 1
k mesh: 1 x 1 x 1, Gamma-centred
self-consistency stop: 5e-08 eV per atom in the density residual
occupations: fixed
spin: none
net charge: 0

Cell vectors (angstrom)
a	11.6015	0	0
b	0	10.938	0
c	0	0	32.7813

Atoms: element, x, y, z (angstrom)
Si	-0.0736	-0.1051	24.2312
Si	3.5588	0.0385	23.9522
Si	7.4125	0.0099	24.2138
Si	1.6839	1.435	24.0351
Si	5.534	1.3956	24.0005
Si	9.5026	1.0457	24.1486
Si	-0.1128	5.3083	24.1758
Si	3.8967	5.5374	23.9956
Si	7.5536	5.548	23.8394
Si	1.7874	6.6709	24.0582
Si	5.7196	6.9726	24.1527
Si	9.6657	6.7347	23.9002
Si	1.8442	2.7333	25.9866
Si	5.6606	2.7475	25.9612
Si	9.5128	2.6876	25.892
Si	-0.1335	4.0104	26.0875
Si	3.7539	4.1735	25.9663
Si	7.621	4.1497	25.8452
Si	1.8843	8.0933	25.9993
Si	5.674	8.2453	26.0817
Si	9.5639	8.1168	25.9046
Si	-0.06	9.4608	26.0979
Si	3.7228	9.6195	25.9367
Si	7.637	9.5467	26.0568
Si	-0.0584	-0.0064	27.9615
Si	3.8147	-0.0085	27.9253
Si	7.6954	-0.0038	27.9643
Si	1.8881	1.3679	27.939
Si	5.7532	1.3763	27.9295
Si	9.6074	1.386	27.9136
Si	-0.0686	5.4555	27.9593
Si	3.8141	5.4528	27.9574
Si	7.675	5.4366	27.8935
Si	1.8874	6.8073	27.9724
Si	5.7415	6.824	27.9667
Si	9.5988	6.8303	27.9147
Si	1.9336	2.7345	29.8821
Si	5.8008	2.7345	29.8821
Si	9.6679	2.7345	29.8821
Si	0	4.1018	29.8821
Si	3.8672	4.1018	29.8821
Si	7.7343	4.1018	29.8821
Si	1.9336	8.2035	29.8821
Si	5.8008	8.2035	29.8821
Si	9.6679	8.2035	29.8821
Si	0	9.5708	29.8821
Si	3.8672	9.5708	29.8821
Si	7.7343	9.5708	29.8821
Si	0	0	31.8157
Si	3.8672	0	31.8157
Si	7.7343	0	31.8157
Si	1.9336	1.3673	31.8157
Si	5.8008	1.3673	31.8157
Si	9.6679	1.3673	31.8157
Si	0	5.469	31.8157
Si	3.8672	5.469	31.8157
Si	7.7343	5.469	31.8157
Si	1.9336	6.8362	31.8157
Si	5.8008	6.8362	31.8157
Si	9.6679	6.8362	31.8157
Si	1.9336	2.7345	0.9679
Si	5.8008	2.7345	0.9679
Si	9.6679	2.7345	0.9679
Si	0	4.1018	0.9679
Si	3.8672	4.1018	0.9679
Si	7.7343	4.1018	0.9679
Si	1.9336	8.2035	0.9679
Si	5.8008	8.2035	0.9679
Si	9.6679	8.2035	0.9679
Si	0	9.5708	0.9679
Si	3.8672	9.5708	0.9679
Si	7.7343	9.5708	0.9679
Si	0.0633	0.0359	2.8836
Si	3.9334	-0.0074	2.9
Si	7.7756	-0.007	2.917
Si	2.0142	1.3919	2.9249
Si	5.8602	1.3869	2.8693
Si	9.7054	1.3861	2.9278
Si	0.0377	5.4119	2.9739
Si	3.8982	5.501	2.8882
Si	7.8222	5.4839	2.9016
Si	1.9375	6.8228	2.8796
Si	5.8675	6.8156	2.8786
Si	9.7508	6.854	2.9014
Si	2.1138	2.7424	4.8943
Si	5.9273	2.9069	4.6693
Si	9.7105	2.6907	4.9314
Si	0.0972	4.0033	4.975
Si	3.9691	4.2402	4.8929
Si	7.8927	4.2362	4.9188
Si	1.9854	8.151	4.8233
Si	5.9165	8.0903	4.866
Si	9.8005	8.2624	4.8151
Si	0.1238	9.7007	4.8638
Si	3.9563	9.434	4.7483
Si	7.8063	9.5564	4.8671
Si	0.1714	0.2934	6.7969
Si	4.0668	-0.0984	6.5747
Si	7.7029	0.009	6.7743
Si	2.2825	1.3971	6.8327
Si	5.843	1.3934	6.3905
Si	9.6387	1.3538	6.9051
Si	0.1318	5.4131	6.8656
Si	4.0217	5.5126	6.9572
Si	7.9884	5.6109	6.9231
Si	2.011	6.7954	6.7803
Si	5.9655	6.8303	6.9162
Si	9.9742	6.9481	6.7406
O	10.497	8.0466	7.9195
O	7.2148	10.1652	8.1989
O	8.1368	4.6449	8.2843
O	4.4985	10.0746	8.0131
O	1.6312	7.9087	7.9882
O	4.0793	4.5304	8.3399
O	9.3653	2.2593	8.287
O	2.8443	2.1935	8.227
O	11.692	4.853	8.4803
O	5.5339	2.4027	7.6878
O	5.9376	7.8258	8.2661
O	11.932	10.2861	8.1456
O	11.5388	9.8948	22.8436
O	3.1513	9.9703	22.6471
O	5.5609	8.0065	22.8435
O	4.3642	4.5962	22.6825
O	7.2176	10.0454	22.8294
O	10.2378	7.5812	22.5306
O	1.5628	2.3411	22.6024
O	5.729	2.3162	22.6042
O	7.0689	4.6356	22.4834
O	-0.1641	4.3569	22.7899
O	1.3424	7.6112	22.7463
O	9.6755	1.3887	22.5105
Si	-3.2485	13.6649	14.6675
Si	2.333	2.2624	17.8575
Si	-2.4724	7.2944	17.8761
Si	8.7437	8.5519	12.877
Si	12.4992	4.5656	16.9388
Si	11.2789	1.9512	19.355
Si	11.1447	4.978	10.0165
Si	0.6793	5.6327	12.5714
Si	8.4329	9.0251	20.0014
Si	2.3653	6.1264	15.0134
Si	5.5344	2.758	13.749
Si	9.089	10.7207	15.2401
Si	8.3557	2.1955	18.8894
Si	6.1773	10.165	11.6715
Si	0.0205	8.4045	22.183
Si	6.1956	6.8808	17.7225
Si	5.0047	4.7918	16.1572
Si	6.1328	15.2036	18.9813
Si	-0.3603	9.3476	16.7984
Si	9.3125	16.4503	13.7457
Si	5.68	3.8516	22.0414
Si	0.8276	3.5547	21.7907
Si	11.8937	8.7115	8.492
Si	6.2546	9.1297	21.8998
Si	6.177	2.3635	10.9303
Si	2.3556	-1.751	15.2918
Si	12.8904	9.0873	19.3986
Si	7.175	10.7451	17.5822
Si	4.2098	0.1059	13.9156
Si	4.2753	2.9234	8.5968
Si	-0.473	7.787	11.1416
Si	5.8373	9.3959	8.6818
Si	2.3529	4.609	19.5495
Si	9.5235	4.7263	16.5213
Si	8.7072	3.4296	9.2089
Si	3.5908	9.5692	21.134
Si	3.6029	7.3338	19.2041
Si	4.2707	10.8134	16.8369
Si	9.5248	0.6037	21.0942
O	6.8744	2.0864	14.3933
O	4.2804	1.7051	13.5243
O	9.9417	2.3836	18.5085
O	3.413	1.161	17.3803
O	13.5226	3.2952	16.639
O	11.932	8.719	10.1112
O	5.2142	3.9598	14.7865
O	0.369	9.7172	18.2128
O	3.2061	9.5856	16.6459
O	5.2529	3.9433	17.5775
O	10.8437	5.2741	13.2515
O	0.6129	7.2445	12.2452
O	-1.2603	10.6041	16.2916
O	10.9973	4.0565	16.6223
O	4.7648	2.5396	10.1124
O	1.1049	4.9551	18.5215
O	1.081	5.8916	15.9987
O	7.404	9.2389	12.2376
O	-2.2324	5.8333	15.3355
O	3.5253	5.7156	19.3322
O	8.6023	6.8998	13.142
O	5.6646	9.4733	10.2989
O	0.3037	8.5474	20.5796
O	9.2767	5.662	17.8427
O	-2.3723	12.2564	14.6234
O	7.4972	12.3243	17.7819
O	2.74	10.325	14.1457
O	7.474	2.8889	10.1158
O	1.9048	4.5975	21.1129
O	9.1716	9.4941	14.148
O	9.2163	9.9443	21.0926
O	-3.0934	3.4841	16.1395
O	5.0034	10.1545	12.8089
O	6.0017	6.0819	16.3009
O	9.9007	3.939	10.2119
O	9.3327	7.7978	19.4214
O	7.708	10.4166	16.0754
O	2.745	7.6895	14.7653
O	7.5775	7.7066	17.4575
O	2.9255	3.1307	19.1143
O	4.8304	7.6994	18.1598
O	-1.3414	18.9811	16.9626
O	1.9646	5.4128	13.5695
O	6.5239	11.7431	11.3554
O	11.5815	3.0823	20.4802
O	9.9416	8.6837	11.7803
O	5.9443	3.293	12.2647
O	5.5641	10.4952	17.7783
O	5.4746	3.8171	20.4066
O	12.5227	1.6044	18.3721
O	8.6304	3.9884	13.5956
O	10.5221	6.4682	10.3629
O	2.4426	10.1121	20.0575
O	0.7714	9.1304	15.6445
O	7.1455	8.3864	20.7553
O	3.5382	5.4339	15.8976
O	8.007	9.9845	18.7486
O	12.3401	4.7627	11.1566
O	5.1559	10.076	21.0974
O	6.43	5.8667	18.975
O	7.6256	3.6257	18.9736
O	3.7689	7.9827	20.6993
O	4.9382	11.0589	15.3764
O	10.9112	0.6287	20.2223
O	13.7456	7.8701	18.6819
O	8.3314	12.3664	20.3295

Results
free energy: -144627.423 eV
free energy less fixed offsets of O -568.88, Si -635.61 eV per atom: 6.447 eV

Forces (eV/angstrom), in the order of the atoms: element, x, y, z
Si	-0.2502	-0.4596	-0.1646
Si	-0.1305	-0.2329	-0.3219
Si	-0.1637	-0.1421	-0.1702
Si	0.0471	0.358	-0.444
Si	0.2388	0.3757	-0.1564
Si	0.1008	0.1019	-0.2732
Si	0.0588	-0.4689	-0.003
Si	-0.0005	-0.2992	-0.1487
Si	-0.1238	-0.323	-0.3128
Si	-0.0553	0.2999	-0.2283
Si	-0.0324	0.4798	-0.1177
Si	0.303	0.2964	-0.4607
Si	-0.0365	0.2221	0.2668
Si	-0.1192	0.2484	0.0073
Si	0.0619	0.1175	0.1846
Si	0.0696	-0.1543	0.0482
Si	0.0565	-0.2093	0.0796
Si	0.0278	-0.1539	0.1532
Si	0.0231	0.1626	0.0716
Si	0.1077	0.2387	0.2219
Si	-0.0204	0.2389	0.0858
Si	0.1	-0.2896	0.0093
Si	0.1263	-0.2162	0.1753
Si	-0.0604	-0.2607	0.2729
Si	0.0308	0.0995	-0.1117
Si	-0.0377	0.1394	-0.0428
Si	0.0031	0.1689	-0.0535
Si	0.0332	-0.1513	-0.0984
Si	-0.0022	-0.05	-0.1433
Si	-0.0819	-0.1595	-0.0864
Si	-0.0318	0.1486	-0.078
Si	-0.0392	0.1318	-0.0401
Si	-0.0171	0.0912	-0.1005
Si	0.0465	-0.0984	-0.0588
Si	-0.0471	-0.0983	-0.0743
Si	-0.0144	-0.1152	-0.0197
Si	-0.0434	0.037	-0.0635
Si	-0.0575	-0.0551	-0.068
Si	-0.0212	0.0407	-0.154
Si	-0.0743	-0.0678	0.1361
Si	-0.0165	-0.1563	0.0226
Si	-0.0675	-0.0516	-0.2472
Si	-0.0698	0.007	-0.0251
Si	-0.021	-0.0216	0.0846
Si	-0.094	-0.0286	-0.2511
Si	-0.0592	0.0087	0.1312
Si	-0.0132	-0.0266	-0.1607
Si	-0.0628	-0.037	0.1133
Si	-0.0063	0.0091	0.0215
Si	-0.0072	0.0508	-0.034
Si	0.007	0.0398	0.0128
Si	-0.0231	-0.0985	-0.0064
Si	0.0152	0.0096	-0.0635
Si	-0.002	-0.1346	0.005
Si	0.0066	0.0938	0.0398
Si	0.0181	0.0768	0.005
Si	-0.0139	0.1239	-0.0108
Si	0.0013	-0.0025	0.0027
Si	-0.0062	-0.024	-0.0025
Si	0.0068	-0.0678	-0.0214
Si	0.1127	0.0565	0.068
Si	0.0253	0.0262	-0.3232
Si	0.0143	0.0378	0.05
Si	-0.0111	-0.0668	0.297
Si	-0.0085	-0.0388	0.0676
Si	0.1511	-0.0687	0.0962
Si	-0.0882	0.0308	-0.0447
Si	0.0873	0.0592	-0.0043
Si	0.1392	0.0667	-0.0351
Si	0.0572	0.0959	-0.0376
Si	0.0793	-0.012	-0.0316
Si	0.0195	0.0006	0.0877
Si	0.0153	0.097	0.0853
Si	-0.0464	0.0788	0.0242
Si	0.0925	0.0912	0.0398
Si	-0.014	-0.1193	0.0234
Si	0.0231	-0.0588	-0.034
Si	-0.0094	-0.1595	0.0748
Si	0.0007	0.0175	0.0279
Si	0.0325	0.1026	0.1585
Si	0.0114	0.1158	0.0727
Si	0.0193	-0.093	0.0859
Si	0.0089	-0.1063	0.1427
Si	-0.0118	-0.0699	0.0407
Si	-0.0425	0.2157	-0.1242
Si	-0.0301	0.1535	-0.0102
Si	0.0021	0.2157	-0.2076
Si	0.0025	-0.1986	-0.1841
Si	-0.0358	-0.1977	-0.1727
Si	-0.0384	-0.1687	-0.197
Si	-0.0145	0.1658	-0.1721
Si	-0.0306	0.238	-0.0821
Si	-0.0566	0.2559	-0.2115
Si	-0.0453	-0.137	0.0322
Si	0.0572	-0.1586	-0.0359
Si	-0.0467	-0.2434	-0.1326
Si	0.0378	-0.221	0.1637
Si	0.0861	-0.3199	0.044
Si	-0.2142	-0.1258	0.2728
Si	0.0222	0.0911	0.2485
Si	0.0111	0.3305	-0.0003
Si	-0.0841	0.2233	0.3605
Si	0.0188	-0.1773	0.3741
Si	0.001	-0.2856	0.2998
Si	0.0921	-0.2159	0.3908
Si	-0.0691	0.2863	0.1434
Si	-0.0089	0.3019	0.161
Si	0.0871	0.1823	0.1706
O	-0.1493	-0.0033	-0.1208
O	0.1896	0.0655	-0.2726
O	-0.0615	0.2785	-0.4095
O	-0.0804	-0.0199	-0.1328
O	0.1275	-0.0702	-0.1245
O	-0.0717	0.3174	-0.349
O	0.1472	-0.2411	-0.42
O	-0.2479	-0.0861	-0.3183
O	0.1237	0.0128	-0.4573
O	0.0081	0.0676	0.0578
O	-0.0113	-0.2885	-0.2965
O	0.0087	0.0774	-0.1018
O	0.0437	0.1174	0.1815
O	-0.05	0.1298	0.5233
O	-0.0908	-0.0923	0.1373
O	-0.1979	0.0783	0.2267
O	0.0678	0.0058	0.0629
O	-0.2916	-0.1799	0.3894
O	0.108	-0.2337	0.4209
O	-0.0743	-0.2326	0.2865
O	0.2141	0.2065	0.3703
O	-0.0762	0.1587	0.3314
O	0.1618	-0.0856	0.2098
O	0.0068	0.0149	0.1462
Si	-0.0802	0.0262	0.1093
Si	-0.1883	-0.037	0.0426
Si	0.0369	-0.0529	0.04
Si	-0.0426	-0.0223	-0.0436
Si	0.0031	0.0238	0.0545
Si	-0.0431	-0.1228	-0.1911
Si	-0.0356	0.2349	0.4617
Si	0.0053	0.1868	0.046
Si	0.1099	0.1249	-0.2746
Si	-0.1019	-0.0637	0.0176
Si	0.027	0.0084	0.0261
Si	0.0165	-0.0409	0.0579
Si	0.1692	0.04	-0.0334
Si	0.1532	0.1372	0.3
Si	0.1986	0.1053	-0.3068
Si	0.0319	0.0119	-0.0385
Si	0.1205	-0.0168	0.0582
Si	0.1542	0.1517	-0.3145
Si	0.0279	-0.0111	0.0213
Si	0.032	0.1394	0.1466
Si	-0.0865	0.0441	-0.352
Si	-0.1207	-0.0127	-0.545
Si	-0.028	-0.2431	0.3504
Si	0.1158	0.0886	-0.2991
Si	0.0233	-0.09	0.2885
Si	-0.0687	0.0075	0.0487
Si	0.065	-0.0207	-0.1883
Si	0.0495	0.1243	-0.0276
Si	0.0847	0.0014	0.0503
Si	0.2192	-0.2697	0.2094
Si	-0.0213	-0.127	0.2674
Si	-0.1139	0.2093	0.2667
Si	-0.0936	-0.0987	-0.4035
Si	0.0442	0.0268	0.086
Si	-0.0958	-0.0866	0.3244
Si	0.0048	-0.0851	-0.4924
Si	-0.0849	0.0095	-0.2163
Si	-0.0383	0.0761	-0.0082
Si	0.0064	-0.0161	-0.3945
O	0.0653	0.0376	0.0324
O	-0.0416	-0.0302	0.0085
O	-0.0411	0.015	0.0201
O	0.0804	-0.0229	-0.0077
O	-0.0185	0.0579	-0.0465
O	0.08	0.13	-0.2899
O	-0.029	-0.0202	-0.0179
O	0.034	-0.0225	0.1498
O	0.0265	-0.0332	0.0043
O	-0.0229	0.0192	0.0119
O	0.0132	-0.0824	-0.0737
O	-0.0421	-0.014	-0.0561
O	-0.0636	0.0402	-0.0228
O	0.0113	-0.014	-0.0215
O	-0.1811	0.0749	-0.2878
O	0.0411	0.0152	0.0994
O	0.0969	-0.0288	0.0121
O	-0.0607	0.013	-0.0212
O	0.0129	-0.0375	-0.0412
O	0.0442	-0.0618	0.1192
O	0.0433	-0.09	0.007
O	-0.0183	-0.0946	-0.3954
O	-0.0568	-0.0575	0.2598
O	-0.0084	-0.031	-0.0635
O	-0.0321	0.0778	-0.0108
O	-0.0476	-0.0272	0.0427
O	-0.0408	-0.0012	-0.0029
O	0.1469	0.0685	-0.1765
O	0.075	0.0442	0.2819
O	0.0093	0.0335	-0.0159
O	-0.0234	-0.0951	0.1134
O	0.021	-0.0549	-0.0182
O	-0.0348	-0.0311	-0.043
O	-0.0476	-0.0173	0.0033
O	-0.0342	-0.0584	-0.1068
O	-0.0713	0.0733	0.0591
O	-0.0123	-0.0161	-0.0266
O	0.0187	0.0276	-0.0273
O	-0.0579	0.0441	-0.0188
O	0.0191	0.0872	0.1217
O	0.0261	-0.0058	0.092
O	0.002	-0.0255	0.0217
O	0.0106	-0.0314	-0.0405
O	-0.0494	0.0555	-0.067
O	0.1082	0.0885	0.2436
O	0.0783	-0.0486	-0.0557
O	-0.0106	-0.0359	-0.1101
O	-0.0518	-0.036	0.0185
O	-0.0084	-0.06	0.4706
O	-0.0075	0.0634	0.0601
O	0.0309	-0.035	-0.0296
O	0.0007	-0.0606	-0.2522
O	0.0911	0.0236	0.2181
O	0.0869	-0.0187	-0.0991
O	-0.1532	-0.0309	0.1914
O	-0.0532	-0.0082	-0.0005
O	-0.0027	-0.1054	0.163
O	-0.0602	-0.0011	-0.1099
O	0.0774	0.1438	0.1528
O	-0.0497	-0.0864	0.0749
O	-0.1018	-0.0156	0.0178
O	0.0072	-0.0377	0.2387
O	0.024	-0.0269	-0.0948
O	-0.0382	-0.0072	0.1602
O	0.0155	0.0401	0.0933
O	-0.0498	-0.0776	0.2017

The program warned: the cutoff lies below the one the program advises for these potential files; the exchange-correlation potential is rough where the density is thin.
